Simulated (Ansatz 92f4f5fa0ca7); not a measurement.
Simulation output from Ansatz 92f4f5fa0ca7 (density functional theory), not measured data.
Periodic cell of 224 atoms, Si128O64H32, with a vacuum gap, from a study of silicon, its oxide and their interface. The atomic structure is a simulated model.

Settings
functional: r2SCAN
potential files: Ansatz PAW
basis: plane waves
wave-function cutoff: 800 eV
density cutoff ratio: 5
exchange-correlation grid ratio: 1
k mesh: 1 x 1 x 1, shifted by 0.5 0.5 0 of a step
self-consistency stop: 1e-11 eV per atom in the density residual
occupations: fixed
spin: none
net charge: 0
applied field: sawtooth along c, amplitude -0.015 V/angstrom in the program's sign convention, ramp centred at 0.9879 of c and 0.0243 of c wide, no dipole correction

Cell vectors (angstrom)
a, 10.888, 0, 0
b, 0, 10.888, 0
c, 0, 0, 41.1651

Atoms: element, x, y, z (angstrom)
Si, -0.5246, 0.2607, 26.4846
Si, 2.6601, 2.1612, 26.3124
Si, 0.0295, 6.083, 25.9832
Si, 2.907, 7.9002, 26.2092
Si, 5.1888, 0.2476, 26.0499
Si, 6.7516, 1.3171, 27.4514
Si, 4.6648, 5.2275, 25.8619
Si, 8.3954, 8.0421, 25.9959
Si, 1.2236, 1.1387, 27.7392
Si, 3.7809, 3.888, 27.5023
Si, 1.3744, 6.9304, 27.6634
Si, 4.1269, 9.4966, 27.3579
Si, 8.577, 1.7925, 26.0351
Si, 9.8333, 4.2527, 27.156
Si, 6.8901, 6.7175, 27.218
Si, 9.3333, 9.4638, 27.6432
Si, -0.0163, 2.7958, 28.7932
Si, 2.7751, -0.1466, 28.8864
Si, -0.0367, 8.2319, 28.9521
Si, 2.6155, 5.3806, 28.8969
Si, 5.4277, 2.7483, 28.7716
Si, 7.9863, -0.038, 28.9248
Si, 5.4768, 8.0611, 28.6611
Si, 8.3121, 5.4469, 28.6401
Si, 1.2921, 4.0616, 30.2686
Si, 4.1136, 1.3334, 30.1578
Si, 1.3834, 9.5053, 30.2825
Si, 4.0839, 6.7753, 30.1043
Si, 6.8671, 4.1236, 30.0483
Si, 9.4544, 1.4011, 30.1205
Si, 6.7028, 9.4253, 30.2048
Si, 9.5267, 6.7698, 30.1842
Si, -0.0116, 0.062, 31.4866
Si, 2.7302, 2.6922, 31.513
Si, -0.0376, 5.4377, 31.6067
Si, 2.74, 8.1055, 31.5636
Si, 5.4051, -0.0435, 31.5671
Si, 8.1309, 2.7428, 31.5124
Si, 5.493, 5.4557, 31.4433
Si, 8.1572, 8.14, 31.5148
Si, 1.3501, 1.3698, 32.8742
Si, 4.12, 4.0883, 32.8033
Si, 1.3704, 6.7829, 32.9355
Si, 4.0509, 9.5083, 32.939
Si, 6.797, 1.3547, 32.8839
Si, 9.4864, 4.0704, 32.9316
Si, 6.8059, 6.799, 32.8632
Si, 9.5329, 9.548, 32.8224
Si, 0.0198, 2.7156, 34.249
Si, 2.6836, 0.0232, 34.2555
Si, -0.0084, 8.2115, 34.2195
Si, 2.785, 5.4143, 34.2246
Si, 5.4343, 2.7558, 34.2155
Si, 8.2027, 0.0011, 34.2181
Si, 5.4758, 8.1522, 34.2406
Si, 8.1348, 5.4659, 34.2581
Si, 1.4281, 4.0572, 6.9156
Si, 4.0593, 1.4215, 6.9133
Si, 1.3319, 9.5595, 6.9513
Si, 4.1469, 6.7713, 6.9372
Si, 6.762, 4.1276, 6.9534
Si, 9.5526, 1.3545, 6.9437
Si, 6.8486, 9.5246, 6.9142
Si, 9.5152, 6.8501, 6.9114
Si, 0.0088, 0.0287, 8.3733
Si, 2.7731, 2.7709, 8.3808
Si, 0.0523, 5.4679, 8.1549
Si, 2.7693, 8.1748, 8.1838
Si, 5.4706, 0.0551, 8.1686
Si, 8.1655, 2.7623, 8.2162
Si, 5.4589, 5.4626, 8.4271
Si, 8.1711, 8.1747, 8.3428
Si, 1.3985, 1.4136, 9.7228
Si, 4.1125, 4.116, 9.8588
Si, 1.4444, 6.7773, 9.4895
Si, 4.1199, 9.5785, 9.4757
Si, 6.7929, 1.4121, 9.5408
Si, 9.5574, 4.1529, 9.4858
Si, 6.8315, 6.8493, 9.7961
Si, 9.5298, 9.5203, 9.7144
Si, -0.033, 2.8522, 10.9323
Si, 2.8336, -0.014, 10.9391
Si, 0.1335, 8.0891, 10.8649
Si, 2.6675, 5.5606, 11.1186
Si, 5.5507, 2.6766, 11.134
Si, 8.0922, 0.0642, 10.9376
Si, 6.3211, 10.1411, 12.2709
Si, 8.322, 5.4427, 11.0306
Si, 1.2238, 3.415, 14.3658
Si, 4.5341, 0.8673, 12.3267
Si, 2.1991, 10.2268, 15.5536
Si, 3.5848, 7.4622, 12.251
Si, 7.5143, 3.5441, 12.1952
Si, 9.1428, 1.7675, 12.1168
Si, 5.3921, 8.3384, 11.0059
Si, 10.1243, 6.4178, 12.2759
Si, -0.8734, 1.0613, 14.2091
Si, 5.8232, 2.4433, 16.3513
Si, 0.8616, 4.5693, 12.3164
Si, 5.2936, 7.2338, 14.9171
Si, 3.5336, 1.1838, 14.5025
Si, 12.6606, -1.7084, 12.142
Si, 6.2455, 8.9904, 20.6378
Si, 11.3509, 9.8536, 14.0209
Si, 19.1445, -10.4363, 15.7942
Si, -27.4296, 13.9935, 19.3719
Si, -14.665, 0.8868, 20.5965
Si, -11.8876, 18.8206, 14.1354
Si, -20.2489, 21.935, 18.5798
Si, -2.5625, -24.9306, 19.0689
Si, -6.2579, 3.2934, 23.3593
Si, 2.1665, 14.0589, 19.1785
Si, -18.4641, 19.666, 19.7867
Si, -3.7802, 4.796, 15.0638
Si, -7.8819, 6.569, 21.6368
Si, -9.0704, -14.1349, 24.1692
Si, -21.0936, -28.3413, 21.5639
Si, 9.3004, 32.5198, 18.8195
Si, 11.0916, -0.6489, 23.5115
Si, 12.1731, 5.2385, 16.9869
Si, -15.9805, 5.1665, 21.1457
Si, 8.886, -4.805, 21.4937
Si, 12.6125, -8.74, 23.418
Si, -4.1324, 1.0854, 23.7639
Si, 19.3692, 8.7066, 22.9683
Si, 25.076, 18.5355, 16.8758
Si, -3.725, 9.5805, 14.4231
Si, 9.378, -4.7061, 16.6429
O, -13.3347, -14.6682, 17.5894
O, -0.009, 0.0567, 19.0404
O, -1.7713, 6.719, 20.0311
O, 1.9701, -9.1919, 18.5884
O, -2.4509, -27.5979, 15.9467
O, 9.6466, -1.0157, 22.7845
O, -14.6382, 0.7891, 22.222
O, 4.5739, -4.6492, 21.2879
O, -14.2879, 14.7838, 13.7955
O, 16.2317, -8.3499, 17.8768
O, -9.93, 3.4698, 20.2113
O, -5.0442, -6.2901, 19.6166
O, -4.9244, 8.7015, 15.1158
O, -12.7967, -1.6868, 19.1862
O, 8.0181, 8.7064, 24.5354
O, 8.1664, -9.5151, 24.5047
O, -6.9848, 12.1273, 25.7497
O, 20.9663, -16.7937, 21.6461
O, -11.7099, -3.734, 15.552
O, -23.5718, -3.6442, 22.6081
O, -15.79, 3.9758, 15.8775
O, -26.7477, -0.0698, 24.5872
O, -3.7371, -1.9959, 22.0083
O, -28.6928, -15.0924, 25.8492
O, 12.53, -11.1785, 17.0391
O, -19.3146, -11.6288, 19.5696
O, -8.8815, 28.462, 16.9641
O, 11.7796, -15.4675, 24.5681
O, -15.5487, -5.3199, 26.2034
O, -6.2588, -1.9506, 20.7363
O, 6.4787, 27.9705, 14.5776
O, 23.1246, 26.3047, 15.5356
O, -1.2718, 7.0151, 25.6729
O, 10.6122, -16.3202, 17.4086
O, 23.7152, 16.2386, 21.6185
O, -2.5055, 30.326, 14.0471
O, 18.1227, 12.5708, 16.1366
O, 6.7832, 18.7522, 19.5872
O, -3.5707, 16.4665, 21.5917
O, 8.9942, 3.3692, 26.0425
O, -4.4355, 10.4437, 19.9871
O, 22.8234, -2.0303, 23.4081
O, 15.0673, 28.9247, 13.75
O, 4.3851, 4.4838, 24.4351
O, 0.023, -8.5279, 14.7371
O, -7.9187, -3.7171, 23.1291
O, 14.1757, 2.4305, 22.9785
O, 16.7018, -8.5129, 23.9377
O, -0.0324, 10.4992, 25.0709
O, 2.4462, 29.4201, 20.5512
O, -8.3194, 13.3867, 14.287
O, -2.3274, 0.9052, 19.8425
O, -17.0716, 1.616, 15.5493
O, -18.0727, 8.2396, 18.3168
O, -16.5048, 14.8346, 22.0504
O, -10.1301, 14.1503, 22.774
O, 8.89, 21.8275, 17.257
O, 3.6661, 24.953, 19.8009
O, 15.4555, -4.0642, 16.3004
O, -9.1772, 2.4636, 25.0093
O, 17.0498, 13.0075, 20.2477
O, 46.6019, 19.74, 15.8109
O, 23.8474, -17.4826, 18.0245
O, -20.6804, 0.6632, 23.0218
H, -0.8002, 1.892, 35.1814
H, 0.8613, 3.5172, 35.1814
H, 1.8618, -0.7986, 35.1879
H, 3.4987, 0.8517, 35.1879
H, -0.831, 7.3906, 35.1519
H, 0.8111, 9.0357, 35.1519
H, 1.9633, 4.5924, 35.1571
H, 3.6083, 6.2346, 35.1571
H, 6.2426, 3.591, 35.1479
H, 4.6003, 1.9465, 35.1479
H, 7.3841, -0.8238, 35.1505
H, 9.0234, 0.824, 35.1505
H, 6.2977, 8.9739, 35.173
H, 4.6699, 7.3148, 35.173
H, 8.9555, 6.2888, 35.1906
H, 7.3026, 4.6546, 35.1906
H, 0.5866, 3.2556, 5.9832
H, 2.2499, 4.879, 5.9832
H, 3.2442, 0.593, 5.9809
H, 4.8933, 2.2308, 5.9809
H, 2.1537, 10.3813, 6.0188
H, 0.5125, 8.7354, 6.0188
H, 3.3236, 5.951, 6.0047
H, 4.9528, 7.6087, 6.0047
H, 5.9537, 3.2925, 6.0209
H, 7.5942, 4.9389, 6.0209
H, 10.3726, 2.1781, 6.0113
H, 8.7319, 0.5317, 6.0113
H, 6.0267, 8.7029, 5.9817
H, 7.6672, 10.3495, 5.9817
H, 10.3379, 7.671, 5.9789
H, 8.6946, 6.0272, 5.9789

Results
free energy: -118873.958 eV
free energy less fixed offsets of H -15.71, O -570.45, Si -639.56 eV per atom: 1.242 eV

Forces (eV/angstrom), in the order of the atoms: element, x, y, z
Si, 0.0133, -0.0149, -0.0299
Si, -0.0151, -0.0007, -0.0323
Si, -0.0036, 0.0175, -0.0343
Si, 0.012, -0.0046, -0.0049
Si, -0.0015, 0.0042, -0.0365
Si, -0.0013, 0.0054, 0.0118
Si, -0.0003, -0.0155, -0.048
Si, -0.0065, 0.0109, -0.0476
Si, 0.0025, 0.0011, -0.0142
Si, 0.0022, 0.0035, -0.0062
Si, 0.0017, 0.0002, 0.0146
Si, -0.0032, -0.0047, 0.0052
Si, -0.0007, -0.0028, -0.0364
Si, -0.0098, -0.0101, -0.0069
Si, -0.0015, -0.0073, -0.0162
Si, 0.0041, 0.0083, -0.0071
Si, 0.0213, -0.0142, -0.0097
Si, -0.0153, 0.0158, -0.0112
Si, -0.0132, 0.0109, -0.0197
Si, 0.0076, -0.0144, -0.0122
Si, -0.0102, 0.0133, -0.021
Si, 0.0105, -0.0188, -0.0098
Si, 0.0127, -0.0078, -0.0168
Si, -0.011, 0.0137, -0.0132
Si, -0.0195, 0.0136, 0.0014
Si, 0.0114, -0.0229, 0.0097
Si, 0.0214, -0.017, 0.0033
Si, -0.0222, 0.0225, 0.0051
Si, 0.0143, -0.0209, 0.007
Si, -0.0084, 0.0189, 0.0097
Si, -0.0231, 0.0181, 0.0015
Si, 0.0135, -0.0277, 0.0034
Si, 0.0022, 0.0013, 0.0304
Si, -0.0048, 0.0014, 0.016
Si, 0.0107, -0.0018, 0.0119
Si, 0.0087, -0.0048, 0.022
Si, 0.0015, 0.0006, 0.0147
Si, -0.0086, 0.0116, 0.025
Si, 0.0114, 0.0014, 0.0282
Si, 0.0008, 0.0108, 0.0214
Si, 0.0264, 0.028, 0.2132
Si, -0.0225, -0.0183, 0.2021
Si, -0.026, -0.0152, 0.1362
Si, 0.0129, 0.0117, 0.1465
Si, -0.0193, -0.0197, 0.1278
Si, 0.0114, -0.002, 0.151
Si, -0.0185, -0.0227, 0.2164
Si, -0.0282, -0.0336, 0.2012
Si, -0.1794, 0.1323, 0.3298
Si, 0.0648, -0.2315, 0.3296
Si, 0.1446, -0.1917, 0.251
Si, -0.2099, 0.0745, 0.2793
Si, 0.0753, -0.2276, 0.2258
Si, -0.1873, 0.0939, 0.233
Si, -0.199, 0.0928, 0.3473
Si, 0.0708, -0.1549, 0.3692
Si, -0.0661, 0.1703, -0.3631
Si, 0.1988, -0.024, -0.3048
Si, 0.1825, -0.0488, -0.3173
Si, -0.034, 0.179, -0.2878
Si, 0.1757, -0.0028, -0.2343
Si, -0.063, 0.1607, -0.2584
Si, -0.0753, 0.1076, -0.3082
Si, 0.111, -0.0995, -0.3305
Si, 0.0292, 0.025, -0.189
Si, 0.0226, 0.0204, -0.2043
Si, -0.0359, -0.0329, -0.1552
Si, 0.0128, 0.0323, -0.1386
Si, -0.0044, -0.0039, -0.1548
Si, 0.0273, 0.0056, -0.1369
Si, 0.0245, 0.0215, -0.1859
Si, -0.0218, -0.0204, -0.207
Si, -0.0123, -0.0106, -0.0355
Si, -0.0064, -0.0107, -0.0514
Si, -0.0039, -0.0015, -0.0087
Si, 0.0056, -0.0098, 0.0002
Si, -0.0128, -0.0022, -0.0022
Si, 0.0107, 0.0095, 0.0063
Si, 0.0035, 0.0041, -0.0333
Si, -0.0005, 0.0049, -0.0334
Si, -0.0359, 0.0313, -0.0113
Si, 0.0348, -0.0281, -0.0118
Si, 0.0303, -0.0263, -0.0085
Si, -0.0312, 0.0305, -0.0154
Si, 0.0307, -0.0318, 0.0001
Si, -0.0268, 0.0327, -0.0142
Si, 0.0015, -0.0125, 0.0132
Si, 0.035, -0.0311, -0.0119
Si, -0.0094, -0.0101, -0.0583
Si, -0.0052, 0.009, 0.011
Si, -0.0049, 0.0155, -0.0693
Si, 0.0037, 0.0008, -0.023
Si, -0.0058, -0.0022, -0.0042
Si, 0.0092, -0.0047, 0.015
Si, -0.024, 0.0344, -0.0059
Si, -0.02, 0.0027, 0.0038
Si, -0.0089, -0.0017, -0.0095
Si, 0.0062, -0.0107, -0.1046
Si, 0.0115, -0.007, 0.0068
Si, 0.0003, 0.0173, -0.0675
Si, -0.0005, -0.01, -0.0363
Si, -0.0074, 0.0063, 0.0003
Si, -0.0153, -0.0052, -0.0864
Si, 0.0023, 0.0008, 0.0087
Si, 0.0007, -0.0083, -0.0809
Si, -0.0082, -0.0188, -0.0969
Si, 0.0113, 0.0103, -0.0555
Si, -0.0034, -0.0018, -0.0428
Si, -0.0095, -0.0095, -0.114
Si, 0.0122, 0.0061, -0.0997
Si, 0.0091, 0.001, -0.0928
Si, 0.0081, 0.0013, -0.0968
Si, -0.0028, 0.0183, -0.1089
Si, 0.0099, -0.0266, -0.0689
Si, 0.0049, 0.0005, -0.098
Si, 0.0104, 0.006, -0.087
Si, -0.0006, -0.003, -0.0885
Si, 0.0058, 0.0028, -0.116
Si, -0.0095, 0.0085, -0.0778
Si, -0.0139, 0.0027, -0.0878
Si, 0.0094, 0.0036, -0.0884
Si, -0.0038, -0.0024, -0.0869
Si, -0.0082, 0.0151, -0.0957
Si, -0.0002, 0.0078, -0.107
Si, -0.0147, -0.0143, -0.0995
Si, 0.0007, 0.0006, -0.0968
Si, -0.0009, 0.0099, -0.0304
Si, 0.0096, -0.0051, -0.0955
O, -0.0157, 0.0205, 0.0745
O, -0.0042, 0.0004, 0.0427
O, 0.0043, -0.0183, 0.0546
O, 0.0051, 0.0225, 0.029
O, 0.0005, 0.0075, 0.0272
O, 0.0148, 0.0052, 0.0267
O, -0.0097, 0.0051, 0.1155
O, -0.0073, -0.0017, 0.0256
O, -0.0118, 0.0293, 0.0696
O, -0.0067, 0.0172, 0.083
O, -0.018, 0.0176, 0.0567
O, 0.0018, 0.0156, 0.0461
O, -0.0093, -0.0172, 0.023
O, -0.0089, -0.0138, 0.026
O, -0.0016, -0.0109, 0.0769
O, 0.0154, 0.0055, 0.0544
O, 0.0088, -0.0075, 0.0179
O, 0.005, -0.0021, 0.0242
O, -0.0102, -0.0249, 0.0593
O, 0.0023, 0.0241, 0.0392
O, -0.001, -0.0168, 0.0293
O, -0.0173, -0.0081, 0.0616
O, 0.03, -0.0018, 0.067
O, -0.0095, 0.0099, 0.0097
O, -0.0126, 0.0127, 0.0957
O, 0.0122, -0.016, 0.0403
O, -0.0013, -0.0021, 0.0272
O, -0.0126, -0.0144, 0.0549
O, 0.0038, 0.0063, 0.022
O, 0.0145, -0.0024, 0.0293
O, -0.0007, -0.0051, 0.0134
O, 0.0025, 0.0281, 0.0649
O, 0.0089, -0.0131, 0.0192
O, 0.003, -0.0035, 0.035
O, 0.0048, 0.006, 0.0432
O, -0.0016, -0.0005, 0.0129
O, -0.0206, 0.018, 0.0285
O, -0.0147, 0.0082, 0.0477
O, 0.0003, -0.0011, 0.0262
O, 0.0023, 0.0068, 0.0355
O, 0.0008, -0.0009, 0.0242
O, 0.0111, -0.0155, 0.0436
O, 0.0173, -0.0118, 0.049
O, 0, 0.0242, 0.0596
O, 0.0069, 0.0089, 0.0145
O, -0.0193, 0.021, 0.0844
O, -0.0003, -0.0026, 0.0203
O, 0.0045, -0.0098, 0.0338
O, -0.0086, 0.0135, 0.0609
O, -0.0015, -0.0275, 0.0633
O, 0.0004, 0.0005, 0.0104
O, -0.0273, 0.0125, 0.0479
O, 0.0276, 0.0243, 0.0472
O, 0.0016, 0.0134, 0.0721
O, -0.0155, -0.0225, 0.061
O, 0.0114, -0.0255, 0.0545
O, 0.0201, -0.0104, 0.1018
O, 0.0042, 0.0034, 0.0427
O, -0.0185, -0.001, 0.0428
O, 0.0124, -0.0026, 0.0487
O, 0.0145, -0.0164, 0.0412
O, 0.0083, -0.027, 0.0382
O, 0.0112, -0.0265, 0.0501
O, -0.0029, -0.008, 0.036
H, 0.361, 0.2804, -0.2222
H, -0.3278, -0.2239, -0.2713
H, 0.3168, 0.3878, -0.2101
H, -0.2545, -0.2522, -0.2842
H, 0.2161, 0.3045, -0.2846
H, -0.3685, -0.305, -0.2729
H, 0.3778, 0.1924, -0.2623
H, -0.2733, -0.3257, -0.2804
H, -0.2952, -0.3399, -0.2879
H, 0.2382, 0.2955, -0.2763
H, 0.2893, 0.2807, -0.2709
H, -0.2839, -0.3276, -0.286
H, -0.2489, -0.3092, -0.2749
H, 0.321, 0.3151, -0.219
H, -0.2646, -0.2516, -0.2715
H, 0.3115, 0.3621, -0.2147
H, 0.4377, 0.1046, 0.2677
H, -0.2435, -0.3951, 0.2211
H, 0.1265, 0.3827, 0.2919
H, -0.4407, -0.2422, 0.2063
H, -0.3488, -0.2013, 0.2609
H, 0.2356, 0.4041, 0.2895
H, 0.3967, 0.1921, 0.2975
H, -0.1237, -0.4485, 0.2597
H, 0.1931, 0.434, 0.302
H, -0.394, -0.1446, 0.2724
H, -0.2263, -0.3365, 0.2795
H, 0.3762, 0.2442, 0.2912
H, 0.3139, 0.2546, 0.2639
H, -0.1978, -0.4419, 0.2337
H, -0.4528, -0.2086, 0.2263
H, 0.2324, 0.3052, 0.2626

The program warned: the cutoff lies below the one the program advises for these potential files; the forces do not sum to zero within the program's tolerance; empty levels may hold ghost states of the PAW files; the exchange-correlation potential is rough where the density is thin.
